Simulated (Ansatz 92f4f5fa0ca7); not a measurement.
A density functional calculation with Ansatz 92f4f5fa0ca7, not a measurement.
Periodic cell of 221 atoms, Si132O88H1, from a study of silicon, its oxide and their interface. The atomic structure is a simulated model.
Doubt: the cutoff is far below the 930 eV that the study's wrapper takes by default for these files, so forces and energies are approximate.
This geometry differs little from another in the collection (a relaxation step or a small displacement).

Settings: functional PBE; potential files Ansatz PAW; basis plane waves; wave-function cutoff 580 eV; density cutoff ratio 5; exchange-correlation grid ratio 1; k mesh 1 x 1 x 1, Gamma-centred; self-consistency stop 5e-08 eV per atom in the density residual; occupations fixed; spin none; net charge +1 e, with a uniform compensating background and no finite-size correction.

Cell vectors (angstrom)
a, 10.938, 0, 0
b, 0, 10.938, 0
c, 0, 0, 32.0662

Atoms: element, x, y, z (angstrom)
Si, -0.1092, 0.2273, 24.7144
Si, 5.8332, -0.2983, 24.3571
Si, 2.503, 2.9532, 24.819
Si, 8.5472, 2.433, 24.5633
Si, 0.3594, 5.2371, 24.6453
Si, 5.1718, 5.9495, 24.3815
Si, 2.7761, 8.066, 24.5719
Si, 8.1146, 8.4313, 24.6745
Si, 1.3592, 1.404, 26.1023
Si, 6.8483, 1.3456, 25.8016
Si, 4.1957, 4.2075, 25.8279
Si, 9.5861, 4.1186, 25.8681
Si, 1.4032, 6.8289, 26.0158
Si, 6.8148, 6.8745, 25.8596
Si, 4.1049, 9.6425, 25.7573
Si, 9.6349, 9.5924, 26.0035
Si, 2.7784, -0.013, 27.2805
Si, 8.1906, 0.0186, 27.2866
Si, -0.0489, 2.7801, 27.3447
Si, 5.4897, 2.7428, 27.2058
Si, 2.7957, 5.4525, 27.3074
Si, 8.1779, 5.474, 27.2296
Si, 0.0112, 8.1842, 27.3229
Si, 5.4346, 8.2424, 27.2373
Si, 4.1018, 1.3673, 28.6479
Si, 9.5708, 1.3673, 28.6479
Si, 1.3673, 4.1018, 28.6479
Si, 6.8362, 4.1018, 28.6479
Si, 4.1018, 6.8362, 28.6479
Si, 9.5708, 6.8362, 28.6479
Si, 1.3673, 9.5708, 28.6479
Si, 6.8362, 9.5708, 28.6479
Si, 0, 0, 30.0152
Si, 5.469, 0, 30.0152
Si, 2.7345, 2.7345, 30.0152
Si, 8.2035, 2.7345, 30.0152
Si, 0, 5.469, 30.0152
Si, 5.469, 5.469, 30.0152
Si, 2.7345, 8.2035, 30.0152
Si, 8.2035, 8.2035, 30.0152
Si, 1.3673, 1.3673, 31.3824
Si, 6.8362, 1.3673, 31.3824
Si, 4.1018, 4.1018, 31.3824
Si, 9.5708, 4.1018, 31.3824
Si, 1.3673, 6.8362, 31.3824
Si, 6.8362, 6.8362, 31.3824
Si, 4.1018, 9.5708, 31.3824
Si, 9.5708, 9.5708, 31.3824
Si, 2.7345, 0, 0.6835
Si, 8.2035, 0, 0.6835
Si, 0, 2.7345, 0.6835
Si, 5.469, 2.7345, 0.6835
Si, 2.7345, 5.469, 0.6835
Si, 8.2035, 5.469, 0.6835
Si, 0, 8.2035, 0.6835
Si, 5.469, 8.2035, 0.6835
Si, 4.1018, 1.3673, 2.0507
Si, 9.5708, 1.3673, 2.0507
Si, 1.3673, 4.1018, 2.0507
Si, 6.8362, 4.1018, 2.0507
Si, 4.1018, 6.8362, 2.0507
Si, 9.5708, 6.8362, 2.0507
Si, 1.3673, 9.5708, 2.0507
Si, 6.8362, 9.5708, 2.0507
Si, 0, 0, 3.418
Si, 5.469, 0, 3.418
Si, 2.7345, 2.7345, 3.418
Si, 8.2035, 2.7345, 3.418
Si, 0, 5.469, 3.418
Si, 5.469, 5.469, 3.418
Si, 2.7345, 8.2035, 3.418
Si, 8.2035, 8.2035, 3.418
Si, 1.3801, 1.3437, 4.7286
Si, 6.9369, 1.28, 4.7978
Si, 4.0738, 4.1561, 4.7713
Si, 9.4786, 4.1283, 4.7752
Si, 1.3441, 6.8908, 4.8296
Si, 6.8034, 6.8365, 4.7705
Si, 4.15, 9.4623, 4.8507
Si, 9.541, 9.5905, 4.8319
Si, 2.8076, -0.0068, 6.0883
Si, 8.1691, -0.0931, 6.3808
Si, -0.1744, 2.6203, 5.9916
Si, 5.5949, 2.7744, 5.9567
Si, 2.6345, 5.4665, 6.2302
Si, 8.1396, 5.5325, 6.1687
Si, -0.0146, 8.2592, 6.2179
Si, 5.4512, 7.9822, 6.3327
Si, 3.9755, 1.7327, 7.2061
Si, 9.8388, 1.1619, 7.6011
Si, 1.3995, 3.7131, 7.2419
Si, 6.6131, 4.2389, 7.4744
Si, 4.2071, 6.324, 7.7906
Si, 9.3615, 7.0268, 7.5103
Si, 1.2184, 9.8964, 7.4338
Si, 7.02, 9.1251, 7.6937
O, 1.4157, 4.0432, 24.1601
O, 5.473, 11.0194, 22.788
O, 2.7009, 2.743, 7.0596
O, 8.1795, 8.0137, 8.1317
O, 5.1603, 4.823, 8.4183
O, 0.1583, 0.1283, 8.0432
O, 3.916, 6.9752, 24.1128
O, 9.6817, 1.2913, 24.2291
O, 2.1753, 9.346, 8.6512
O, 0.9628, 3.4816, 8.8322
O, 9.4356, 1.9303, 9.0233
O, 6.3054, 9.5758, 9.1057
O, 4.4236, 2.0627, 8.7968
O, 3.5357, 7.0824, 9.1103
O, 7.3706, 3.503, 8.7452
O, 10.0786, 6.1298, 8.6968
O, 3.1167, 2.0058, 23.5893
O, 4.5291, 1.909, 21.2177
O, 8.0948, 2.8321, 23.0302
O, 10.885, 6.0349, 23.2579
O, 6.9996, 9.5, 24.1024
O, 1.9845, 8.4866, 23.1797
O, 5.7276, 5.8214, 22.8118
O, 0.5668, 10.6845, 23.3062
Si, 2.8549, 8.4239, 9.8125
Si, -1.1391, 3.4384, 19.3263
Si, 3.0648, 10.4928, 19.9123
Si, 1.8568, 2.4402, 19.665
Si, 6.6109, 2.2906, 14.4909
Si, 9.758, -1.5514, 13.6269
Si, 2.1603, 19.0441, 15.5996
Si, 9.3645, 3.6768, 14.1633
Si, 5.643, 9.6767, 10.5978
Si, -4.0771, 10.9543, 16.7281
Si, 1.6029, 3.9329, 10.2614
Si, 2.7006, 12.2275, 15.1655
Si, 11.3024, 10.5217, 15.7586
Si, 0.0314, -2.5619, 11.0453
Si, 4.5533, 3.5244, 9.5505
Si, -3.1719, 12.0549, 19.2796
Si, 1.8549, -5.6447, 14.9977
Si, 4.3179, 3.7075, 16.1338
Si, 3.8306, 4.9029, 18.8546
Si, 5.3165, 4.7968, 21.6
Si, 13.1408, 7.6497, 18.605
Si, 8.4875, 2.9944, 9.8384
Si, -2.7612, 4.0109, 21.9165
Si, 10.5729, -2.9704, 20.1722
Si, 8.8665, 6.6364, 14.5071
Si, 3.3728, 2.6174, 22.1085
Si, 1.2553, 9.6432, 22.2799
Si, 4.6529, 9.7308, 15.2054
Si, -1.5906, -1.0711, 18.0738
Si, 5.4608, 11.5176, 21.2389
Si, 9.4964, 6.5695, 22.5841
Si, 10.2087, 5.6659, 10.2623
Si, -4.0293, 8.6409, 13.1987
Si, 1.159, 3.0129, 13.0704
Si, -0.8533, 4.9279, 16.6111
Si, 6.2046, 1.8123, 11.5063
O, -5.4312, 10.0884, 16.5415
O, 4.719, 4.3075, 17.6044
O, 3.1833, 4.2554, 10.0188
O, 5.3639, 3.1072, 10.8978
O, 1.3278, 0.8746, 15.9486
O, 2.6881, 14.6733, 19.0792
O, -0.4408, 2.8072, 13.3617
O, -0.572, 9.1146, 9.7217
O, 2.3816, 10.4023, 21.3918
O, 0.8047, 5.2807, 10.6565
O, 9.8693, -3.0235, 14.3493
O, 3.4611, 2.3123, 16.1821
O, 1.3012, -1.5683, 15.0975
O, -2.5351, 5.3892, 22.7455
O, -1.2794, 8.5049, 18.9207
O, 1.6339, 7.794, 17.0983
O, 8.1083, -1.0457, 16.9788
O, 11.0526, 9.1103, 21.2397
O, 1.9671, 2.57, 21.2934
O, 1.6483, 8.058, 10.8645
O, 4.7814, 5.2461, 20.1332
O, -1.2442, 6.8893, 21.0021
O, -1.8482, 6.1649, 16.0966
O, -2.7325, 9.6384, 13.1906
O, -0.2393, -0.711, 17.2387
O, 6.3805, 8.6228, 11.6355
O, 4.0551, 9.2582, 10.5388
O, 1.9092, 6.8618, 14.5979
O, 13.1269, 12.9023, 13.7685
O, 5.677, 9.3049, 14.0224
O, 0.9758, 7.2393, 19.5927
O, 5.7739, 11.2554, 11.0109
O, -1.3075, 3.5888, 15.7804
O, 10.0238, 7.0147, 11.1906
O, 3.3461, 4.832, 15.462
O, 1.423, 2.853, 11.4624
O, 7.4061, 7.2071, 13.9098
O, 8.9362, 7.8841, 23.3565
O, 0.2722, 2.596, 19.2778
O, -3.9769, 11.8833, 20.6932
O, 3.7167, 11.0069, 14.7855
O, 5.6765, 3.3799, 15.2838
O, -1.5078, 3.9207, 20.8519
O, -4.2369, 4.0049, 21.2163
O, 4.6914, -0.4222, 20.1849
O, 3.2198, 6.3848, 18.5484
O, 4.0103, 4.0991, 22.3123
O, 6.689, 0.9053, 18.078
O, 2.7949, 9.1247, 19.0464
O, -0.1735, 9.3434, 12.3442
O, 5.9003, 1.7844, 13.1093
O, -1.0218, 4.6558, 18.2181
O, -1.9706, 10.9491, 19.2341
O, 11.6732, 5.1203, 16.1961
O, 7.0241, 1.0251, 15.4459
O, -7.1948, 8.4508, 15.5907
O, -3.0152, 3.0267, 13.911
O, 13.3972, 11.8877, 19.2172
O, 8.4945, 2.5319, 18.9608
O, 1.4885, 4.5105, 13.6216
O, 9.2498, 4.3295, 10.4574
O, 7.748, 2.1587, 11.0385
O, 10.1192, -0.3061, 14.6324
O, 9.3015, 5.2652, 13.6879
H, -0.3183, 10.0364, 9.5234

Results
free energy: -133980.238 eV
free energy less fixed offsets of H -15.97, O -568.88, Si -635.61 eV per atom: -2.308 eV

Forces (eV/angstrom), in the order of the atoms: element, x, y, z
Si, -0.0395, 0.0844, -0.1565
Si, 0.0379, -0.0357, -0.1321
Si, -0.0343, 0.0069, -0.1983
Si, 0.0784, -0.0832, -0.1965
Si, 0.0876, -0.073, -0.1503
Si, -0.01, 0.0145, -0.1601
Si, 0.0443, -0.0708, -0.0814
Si, -0.0063, 0.0592, -0.0947
Si, -0.0212, 0.0072, -0.0438
Si, 0.0261, -0.0127, -0.0462
Si, -0.0045, 0.0534, -0.0779
Si, 0.0094, 0.0063, -0.0882
Si, 0.0178, -0.0196, -0.0694
Si, -0.023, -0.0085, -0.0832
Si, 0.0306, -0.0176, -0.0715
Si, -0.0319, 0.0398, -0.0749
Si, 0.0099, -0.0289, 0.0018
Si, 0.0192, -0.0053, 0.0056
Si, -0.0372, 0.0024, -0.0076
Si, -0.0164, -0.0263, -0.0119
Si, -0.0036, 0.0054, 0.015
Si, 0.0076, 0.0073, 0.013
Si, -0.0073, -0.0019, 0.0086
Si, -0.0104, 0.0121, -0.0198
Si, 0.2543, 0.1906, -0.2322
Si, -0.3369, 0.1015, 0.3246
Si, 0.158, 0.1156, 0.222
Si, 0.0699, -0.1485, -0.3195
Si, 0.1605, 0.2571, 0.1182
Si, -0.2731, -0.1831, -0.0502
Si, 0.2987, -0.078, 0.0452
Si, -0.1697, 0.0188, -0.108
Si, 0.0278, 0.044, -0.0442
Si, 0.0738, 0.0501, -0.002
Si, -0.0386, 0.0014, -0.0453
Si, 0.0163, -0.05, 0.0304
Si, 0.0555, 0.0204, 0.0033
Si, 0.0545, 0.0869, -0.0332
Si, -0.008, 0.0106, 0.0276
Si, -0.0315, -0.0515, -0.0339
Si, 0.0465, 0.0423, -0.0135
Si, -0.012, 0.0277, -0.0142
Si, -0.0866, -0.067, -0.0158
Si, 0.0085, -0.024, -0.0289
Si, -0.0294, 0.013, -0.0264
Si, 0.0065, -0.0149, 0.0051
Si, -0.0031, 0.0028, -0.0335
Si, -0.0027, 0.0004, -0.0175
Si, -0.0158, -0.034, 0.0258
Si, -0.0147, 0.045, 0.0193
Si, -0.0253, -0.0217, 0.0032
Si, 0.0964, -0.0128, 0.0048
Si, -0.0357, 0.0779, 0.0142
Si, 0.0481, -0.0097, 0.0358
Si, 0.082, -0.0352, 0.0065
Si, -0.0464, 0.0303, 0.0042
Si, -0.122, 0.0792, 0.0853
Si, 0.0974, 0.0905, -0.007
Si, 0.0615, -0.1015, 0.0179
Si, -0.1659, -0.1501, 0.0254
Si, 0.0195, -0.0362, -0.0175
Si, -0.0029, 0.0421, 0.0344
Si, -0.0971, 0.0009, 0.0349
Si, 0.0189, -0.0292, -0.0299
Si, -0.1672, -0.2428, -0.0927
Si, 0.2405, -0.4792, 0.4587
Si, -0.0107, 0.2139, -0.1647
Si, -0.059, -0.2552, -0.2722
Si, -0.0383, 0.1397, 0.3979
Si, -0.202, 0.1312, -0.2924
Si, 0.0549, -0.0789, 0.1419
Si, -0.0685, 0.2102, 0.1711
Si, 0.0636, 0.0578, -0.0444
Si, 0.0632, -0.0209, 0.0237
Si, -0.0327, 0.0387, -0.0708
Si, 0.0167, -0.0166, -0.0105
Si, 0.0266, 0.0149, 0.0095
Si, 0.0119, 0.0309, -0.0344
Si, -0.0109, 0.0013, -0.0074
Si, -0.0088, 0.0238, 0.0153
Si, -0.0696, -0.0189, 0.0286
Si, 0.0095, -0.0423, 0.0648
Si, 0.0299, -0.0358, 0.0267
Si, -0.0645, 0.0876, -0.0398
Si, 0.0328, -0.0879, 0.0617
Si, 0.0064, 0.0764, 0.0764
Si, -0.0264, 0.0347, 0.0296
Si, 0.0089, -0.077, 0.0952
Si, -0.2075, 0.1201, 0.0845
Si, 0.0664, -0.0484, 0.0709
Si, -0.0141, -0.1149, 0.1405
Si, 0.6818, -0.509, -0.119
Si, -0.6005, 0.8512, -0.2571
Si, -0.0209, -0.0106, 0.068
Si, 0.0114, 0.091, 0.0348
Si, 0.0407, -0.0362, 0.1119
O, 0.0043, 0.0108, 0.2888
O, 0.0013, -0.0561, 0.281
O, 0.0801, -0.0606, 0.1036
O, -0.01, 0.0312, -0.1885
O, -0.0362, -0.1012, 0.4712
O, -0.0299, -0.0423, -0.166
O, 0.0334, -0.009, 0.1523
O, -0.0617, 0.0529, 0.2131
O, 0.0726, -0.0762, 0.0134
O, 0.1069, 0.0502, -0.1775
O, -0.0562, 0.0274, -0.0963
O, 0.0586, -0.0181, -0.1999
O, 0.0258, 0.4148, -0.0672
O, 0.2857, -0.3571, -0.328
O, -0.3971, 0.2645, -0.2477
O, -0.0145, 0.0514, -0.1206
O, -0.0391, 0.0454, 0.2066
O, -0.0197, 0.0172, 0.063
O, 0.0047, -0.0245, 0.2137
O, -0.0287, -0.0054, 0.0949
O, -0.0439, 0.0068, 0.1733
O, 0.0334, -0.0125, 0.1273
O, 0.0175, 0.0437, 0.2589
O, 0.0158, -0.0308, 0.0969
Si, -0.1584, 0.1404, 0.2312
Si, 0.0541, -0.1092, -0.0612
Si, -0.0298, 0.036, -0.1229
Si, -0.0019, -0.0019, -0.0544
Si, 0.0507, 0.0066, 0.2576
Si, -0.0088, 0.0234, 0.1612
Si, -0.0154, -0.0057, 0.2014
Si, -0.0047, 0.0081, 0.2227
Si, 0.0451, 0.0175, 0.2211
Si, 0.0417, 0.01, 0.2132
Si, -0.2315, -0.0567, 0.1662
Si, -0.0286, -0.0104, 0.1672
Si, -0.0534, 0.0016, 0.2088
Si, -0.0869, 0.0546, 0.2391
Si, -0.3212, -0.8263, 0.6828
Si, 0.0636, -0.011, 0.0239
Si, -0.0148, 0.0017, 0.1754
Si, -0.022, -0.0103, 0.2068
Si, -0.1223, -0.014, 0.0773
Si, -0.0638, -0.1358, -0.1544
Si, 0.0456, 0.0015, 0.1204
Si, 0.0921, -0.0596, 0.189
Si, -0.0063, 0.0182, -0.1752
Si, 0.081, 0.0219, -0.1559
Si, 0.0372, -0.0094, 0.1747
Si, -0.0013, 0.0373, -0.224
Si, -0.0006, 0.0554, -0.093
Si, -0.0016, 0.0077, 0.1982
Si, -0.0122, 0.0507, 0.1355
Si, 0.0245, 0.0139, -0.2299
Si, -0.0085, -0.0233, -0.1227
Si, -0.0216, 0.1256, 0.1588
Si, 0.0746, 0.0244, 0.2379
Si, 0.0021, 0.0283, 0.3304
Si, -0.0038, -0.0713, 0.1924
Si, 0.1196, -0.1633, 0.3095
O, -0.029, -0.0225, -0.0859
O, 0.0201, -0.0169, -0.121
O, 0.5495, -0.0066, -0.3389
O, -0.1795, 0.3437, -0.4191
O, 0.0255, 0.004, -0.0602
O, 0.0454, 0.044, 0.0074
O, 0.046, -0.0042, -0.1288
O, -0.0536, 0.0001, -0.0761
O, -0.0319, -0.0169, 0.1251
O, 0.1136, -0.036, -0.1149
O, -0.0086, -0.0296, -0.0845
O, -0.0005, -0.0114, -0.0686
O, 0.0018, 0.0017, -0.1003
O, -0.011, 0.0453, 0.103
O, 0.0096, -0.0196, -0.0051
O, -0.0195, -0.0066, -0.1302
O, -0.035, 0.003, -0.0928
O, 0.0011, 0.009, 0.091
O, 0.0559, 0.0194, 0.111
O, 0.1543, -0.0087, -0.1397
O, 0.0431, -0.0022, 0.0876
O, -0.0434, -0.0374, 0.1411
O, -0.0204, 0.0356, -0.1119
O, -0.0408, -0.0191, -0.0714
O, 0.0148, 0.0253, -0.1044
O, -0.0411, 0.041, -0.1664
O, -0.0532, -0.0377, -0.1204
O, 0.0087, 0.0023, -0.0924
O, -0.0303, 0.0361, -0.1644
O, 0.0108, -0.0214, -0.1221
O, -0.0682, 0.0233, 0.0116
O, -0.045, 0.0236, -0.0837
O, 0.0117, -0.0008, -0.107
O, -0.0076, -0.0744, -0.1416
O, 0.0052, 0.0252, -0.0901
O, 0.0555, 0.0409, -0.2445
O, -0.009, 0.0033, -0.0782
O, 0.004, -0.0281, 0.0876
O, -0.0354, 0.0346, 0.0085
O, -0.026, 0.0028, 0.0476
O, 0.0124, -0.012, -0.0893
O, 0.0218, 0.0069, -0.0851
O, -0.0771, 0.0082, 0.1308
O, 0.0348, 0.0352, 0.0573
O, 0.0339, -0.0043, 0.0781
O, 0.0126, 0.0035, -0.0622
O, 0.0074, 0.017, 0.0426
O, -0.0234, -0.0054, -0.0778
O, 0.0096, 0.0163, -0.0069
O, 0.0458, -0.0487, -0.1505
O, -0.0254, -0.016, -0.2613
O, -0.011, 0.0541, -0.0768
O, 0.0015, -0.0142, -0.0614
O, 0.0039, 0.0074, -0.0657
O, 0.0006, 0.0361, -0.1228
O, 0.0237, 0.0029, -0.0695
O, -0.0001, 0.0017, -0.1057
O, 0.0385, -0.0557, 0.0309
O, -0.0024, 0.0074, -0.0052
O, -0.0044, -0.0602, -0.1336
O, -0.0623, -0.0757, -0.0825
O, 0.0653, 0.0882, -0.175
O, 0.0036, -0.0179, -0.1048
O, -0.0062, 0.0289, -0.0919
H, -0.0317, -0.0331, 0.0646

The program warned: the cutoff lies below the one the program advises for these potential files; the exchange-correlation potential is rough where the density is thin.
